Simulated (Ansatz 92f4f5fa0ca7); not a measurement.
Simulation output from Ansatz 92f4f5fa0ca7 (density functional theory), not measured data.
Periodic cell of 215 atoms, Si133O82, from a study of silicon, its oxide and their interface. The atomic structure is a simulated model.
Doubt: the cutoff is low for norm-conserving oxygen, so forces and energies are approximate.
Doubt: the program's own warning below bears on the result.
This geometry differs little from another in the collection (a relaxation step or a small displacement).

Settings: functional HSE06; potential files SPMS norm-conserving; basis plane waves; wave-function cutoff 800 eV; density cutoff ratio 4; exchange-correlation grid ratio 1; k mesh 1 x 1 x 1, Gamma-centred; occupations fixed; spin none; net charge 0.

Cell vectors (angstrom)
a  10.938  0  0
b  0  10.938  0
c  0  0  31.1776

Atoms: element, x, y, z (angstrom)
Si  0.4783  10.3582  23.9037
Si  4.9766  0.5269  23.5296
Si  3.0502  2.2321  23.6495
Si  7.8773  3.2175  23.6149
Si  10.4879  5.929  24.0995
Si  6.02  4.9282  23.7433
Si  2.4002  8.7283  23.8736
Si  8.6961  7.5459  23.8089
Si  1.4083  1.2678  25.0546
Si  6.8164  1.4219  24.8261
Si  4.139  3.9899  24.9015
Si  9.5121  4.0879  25.1245
Si  1.4266  6.9174  25.0925
Si  6.8588  6.7318  25.0371
Si  4.1507  9.7311  25.0344
Si  9.5715  9.4302  25.022
Si  2.7622  0.0059  26.4789
Si  8.1832  0.0005  26.2765
Si  0.02  2.6961  26.3658
Si  5.4916  2.7012  26.3681
Si  2.7925  5.4248  26.3258
Si  8.1898  5.456  26.488
Si  0.0097  8.1914  26.4749
Si  5.4798  8.211  26.3268
Si  4.1018  1.3673  27.7593
Si  9.5708  1.3673  27.7593
Si  1.3673  4.1018  27.7593
Si  6.8362  4.1018  27.7593
Si  4.1018  6.8362  27.7593
Si  9.5708  6.8362  27.7593
Si  1.3673  9.5708  27.7593
Si  6.8362  9.5708  27.7593
Si  0  0  29.1266
Si  5.469  0  29.1266
Si  2.7345  2.7345  29.1266
Si  8.2035  2.7345  29.1266
Si  0  5.469  29.1266
Si  5.469  5.469  29.1266
Si  2.7345  8.2035  29.1266
Si  8.2035  8.2035  29.1266
Si  1.3673  1.3673  30.4938
Si  6.8362  1.3673  30.4938
Si  4.1018  4.1018  30.4938
Si  9.5708  4.1018  30.4938
Si  1.3673  6.8362  30.4938
Si  6.8362  6.8362  30.4938
Si  4.1018  9.5708  30.4938
Si  9.5708  9.5708  30.4938
Si  2.7345  0  0.6835
Si  8.2035  0  0.6835
Si  0  2.7345  0.6835
Si  5.469  2.7345  0.6835
Si  2.7345  5.469  0.6835
Si  8.2035  5.469  0.6835
Si  0  8.2035  0.6835
Si  5.469  8.2035  0.6835
Si  4.1018  1.3673  2.0507
Si  9.5708  1.3673  2.0507
Si  1.3673  4.1018  2.0507
Si  6.8362  4.1018  2.0507
Si  4.1018  6.8362  2.0507
Si  9.5708  6.8362  2.0507
Si  1.3673  9.5708  2.0507
Si  6.8362  9.5708  2.0507
Si  0  0  3.418
Si  5.469  0  3.418
Si  2.7345  2.7345  3.418
Si  8.2035  2.7345  3.418
Si  0  5.469  3.418
Si  5.469  5.469  3.418
Si  2.7345  8.2035  3.418
Si  8.2035  8.2035  3.418
Si  1.3498  1.3862  4.7385
Si  6.7961  1.385  4.9041
Si  4.1384  4.092  4.7394
Si  9.5352  4.1136  4.8347
Si  1.3763  6.8434  4.7874
Si  6.7997  6.8765  4.7292
Si  4.1117  9.6026  4.8931
Si  9.5251  9.5929  4.6847
Si  2.6672  0.092  6.2139
Si  8.1948  -0.1052  6.1808
Si  0.0236  2.7404  6.1566
Si  5.4169  2.8478  6.3145
Si  2.8142  5.4782  6.0781
Si  8.078  5.5049  6.1252
Si  -0.0435  8.2664  6.0175
Si  5.5772  8.2228  6.246
Si  3.5116  1.9539  7.4502
Si  10.0056  0.8836  7.2732
Si  1.794  3.8003  7.3611
Si  6.2939  4.7667  7.5463
Si  4.4881  6.4937  7.4126
Si  9.2558  7.1638  7.2761
Si  0.7621  10.0759  7.2903
Si  7.4863  8.9679  7.5731
O  6.8328  4.6551  9.133
O  7.2298  9.2848  9.1927
O  10.0828  6.3723  8.5004
O  0.8251  9.5359  8.8432
O  3.8427  1.4203  8.9846
O  1.2891  4.6357  8.7415
O  9.4925  1.162  8.8374
O  3.8099  7.0982  8.8138
O  8.316  7.5236  22.1704
O  8.5185  2.8801  22.0933
O  5.6208  5.5507  22.2558
O  2.1596  2.6586  22.2734
O  10.7572  10.869  22.4757
O  -0.025  5.3331  22.6183
O  3.2961  8.4218  22.4777
O  5.4553  0.0646  21.968
Si  10.7421  5.0882  9.2567
Si  0.8796  9.1823  10.4149
Si  3.7623  7.7393  10.3059
Si  3.1785  8.1761  16.7893
Si  0.161  8.4991  16.9487
Si  2.2809  3.4941  20.8724
Si  10.6178  8.1541  13.9769
Si  8.9299  2.3741  20.5864
Si  3.6188  1.0649  13.161
Si  4.744  1.4886  10.33
Si  6.8183  3.7487  10.4986
Si  10.093  6.7889  11.5768
Si  0.4396  5.9261  21.1975
Si  8.3707  5.5311  15.748
Si  4.8374  5.3292  20.8585
Si  4.3817  6.751  12.9069
Si  8.2252  7.8931  17.9003
Si  5.0057  0.5191  20.4444
Si  7.3811  5.9685  12.6819
Si  10.6774  0.756  11.9855
Si  5.7144  9.8509  17.7011
Si  1.2813  1.9122  14.4941
Si  2.9347  7.7822  21.0244
Si  0.475  2.818  18.7922
Si  2.6338  9.1741  13.929
Si  9.4782  2.4087  9.8778
Si  6.0013  3.4787  16.3217
Si  10.3114  10.584  20.9504
Si  6.2047  3.1603  19.3582
Si  0.4456  4.3689  16.0995
Si  8.2225  10.1432  13.028
Si  8.9907  7.6514  20.6858
Si  6.3371  9.7117  10.4983
Si  2.2961  10.4645  19.6602
Si  1.0942  0.4051  17.1367
Si  6.1748  0.6638  15.0184
Si  3.486  5.3595  15.4877
O  5.8836  0.3291  10.3125
O  7.4325  10.8296  14.2964
O  8.0038  2.6339  10.509
O  7.1661  9.1014  17.6123
O  4.0672  6.7277  20.4853
O  5.8848  4.7261  19.7566
O  0.1564  1.475  17.9233
O  3.9285  6.4929  11.3598
O  3.744  1.3275  11.5807
O  7.9153  7.4683  19.4641
O  8.4513  6.7165  11.6746
O  8.0273  6.8287  16.6857
O  3.7417  4.1515  20.9948
O  9.2609  9.0179  13.6441
O  0.5246  4.0186  17.6953
O  9.9499  5.1338  15.9177
O  1.2731  4.7316  20.529
O  6.9449  4.6116  11.8774
O  7.7816  2.8347  19.536
O  10.073  6.4545  20.4038
O  3.7713  6.72  16.3491
O  10.7043  7.7823  15.5452
O  1.7176  1.0317  15.7894
O  9.173  0.7527  20.5683
O  0.1497  10.103  16.7144
O  0.3505  1.1225  13.4346
O  4.9992  8.7821  10.5278
O  5.4174  2.0865  20.2976
O  9.8157  3.7669  9.044
O  9.1408  0.2769  12.2264
O  0.6481  10.5641  11.2452
O  6.0146  6.8158  12.9749
O  3.3744  0.433  20.4642
O  4.5844  4.21  15.9031
O  1.4597  7.1722  21.3105
O  4.4237  8.8396  17.6203
O  1.9324  2.5951  19.5433
O  7.1691  9.5551  11.9091
O  8.0619  5.7307  14.1498
O  3.7739  8.2011  13.3178
O  2.7691  8.9273  19.8967
O  -0.1856  5.4943  10.8367
O  1.086  8.8471  13.5646
O  2.7206  2.2859  13.7983
O  0.374  3.1345  15.0425
O  9.84  8.2264  17.9459
O  10.6051  6.7688  13.123
O  2.7932  10.6359  13.3152
O  1.6537  7.9854  17.4603
O  5.7558  2.9216  17.8269
O  5.6953  -0.0989  16.3876
O  5.4115  2.9547  10.4873
O  2.3386  -0.1025  18.0698
O  5.6181  10.6119  19.1709
O  9.6863  9.1219  20.684
O  1.8935  5.064  15.7398
O  2.8708  9.1605  15.5307
O  10.2863  3.0267  19.9577
O  -0.3345  8.158  10.8359
O  2.3525  8.5042  10.635
O  5.0362  0.7879  13.8711
O  3.7531  5.6247  13.8952
O  7.3109  4.4333  16.3039
O  10.5752  2.0954  11.0467
O  6.459  2.2207  15.3951
O  0.758  10.6983  20.1049

Results
free energy: -51799.789 eV
free energy less fixed offsets of O -447.96, Si -113.29 eV per atom: 0.501 eV
gap between the highest filled and lowest empty level on this k mesh: 1.418 eV

The program warned: the cutoff lies below the one the program advises for these potential files; the model core charge is not resolved on the grid; the forces do not sum to zero within the program's tolerance; the exchange-correlation potential is rough where the density is thin.
